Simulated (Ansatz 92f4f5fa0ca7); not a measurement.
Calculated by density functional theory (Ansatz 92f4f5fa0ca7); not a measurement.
Periodic cell of 148 atoms, Si92O56, from a study of silicon, its oxide and their interface. The atomic structure is a simulated model.

Settings
functional: r2SCAN
potential files: Ansatz norm-conserving
basis: plane waves
wave-function cutoff: 1300 eV
density cutoff ratio: 4
exchange-correlation grid ratio: 1
k mesh: 2 x 2 x 1, shifted by 0.5 0.5 0.5 of a step
self-consistency stop: 5e-08 eV per atom in the density residual
occupations: Fermi-Dirac, 0.05 eV
spin: none
net charge: 0

Cell vectors (angstrom)
a  10.9176  -0.0709  0.0493
b  -0.0709  10.9694  0.0243
c  0.0971  0.0479  21.5207

Atoms and the computed forces on them: element, x, y, z (angstrom), force x, y, z (eV/angstrom)
Si  0.338  -0.3479  -0.2699  -0.2624  1.6914  0.2714
Si  2.4134  3.011  0.4241  0.6245  0.0186  0.8332
Si  0.2912  5.5632  0.075  1.1087  -1.7909  -0.2704
Si  2.3512  8.8754  -1.5866  -0.9173  0.4017  -1.2952
Si  5.712  -0.4735  0.0478  -0.7753  -0.1401  -1.9073
Si  7.8348  2.8996  0.0506  -1.324  1.295  -0.8546
Si  5.662  5.2233  0.3838  -1.2952  -0.5759  -2.2181
Si  8.0059  8.3061  0.068  -0.2989  -0.7287  -0.4258
Si  1.3508  1.2677  1.4913  -0.1466  -0.2734  -0.2767
Si  4.2212  4.0068  1.6505  -1.2389  -0.3342  -0.5406
Si  1.5769  7.0922  1.3972  0.5388  0.028  0.2812
Si  3.9456  9.29  1.3144  -0.1795  -0.0102  1.2462
Si  6.8825  1.2375  1.3908  -0.0119  -1.0973  -0.0287
Si  9.539  4.0406  1.2115  0.4065  0.6858  0.3845
Si  6.8676  6.7566  1.4842  0.8398  1.0777  0.2904
Si  9.7144  9.4844  1.2129  -0.9617  -0.4592  0.1583
Si  -0.0415  2.8112  2.6717  -0.3404  -1.1869  0.1142
Si  2.8588  -0.1724  2.8286  -0.5704  -0.1  -0.8173
Si  -0.0687  8.2393  2.6762  0.9105  -0.6249  0.226
Si  2.7647  5.4658  2.6996  -0.0492  0.421  1.0668
Si  5.4478  2.4307  2.7462  0.8397  0.9418  0.9243
Si  8.4077  -0.2434  2.6949  -0.688  0.9635  -0.5082
Si  5.5558  8.1904  2.8003  -1.4816  -0.4683  -0.025
Si  8.2688  5.3587  2.72  -0.1758  -0.546  0.2249
Si  1.323  4.1125  4.0551  1.3423  -0.5532  0.305
Si  4.2326  1.1879  4.2045  -0.8625  0.2242  0.7996
Si  1.2576  9.5091  4.1189  0.9955  0.0903  -0.3048
Si  4.1249  6.7364  4.1877  -0.3111  0.7741  -0.4673
Si  6.8909  3.9172  4.0613  0.0891  0.008  0.4322
Si  9.5972  1.1985  4.1065  0.3441  0.8687  -0.7304
Si  6.8651  9.5584  4.1522  0.4261  -0.3573  0.1719
Si  9.6313  6.6967  4.1231  -0.2091  -0.2233  -0.0648
Si  0.0179  -0.0716  5.3464  0.6512  0.1613  1.1269
Si  2.7938  2.6836  5.6087  0.8344  0.6531  -1.5863
Si  0.1455  5.455  5.4795  -1.0126  0.3893  0.133
Si  2.6957  8.1965  5.4844  0.9738  0.2661  -0.4953
Si  5.7363  0.0257  5.6138  -0.2029  -0.2279  -0.9372
Si  8.3906  2.5942  5.4999  -0.5981  1.0435  -0.9141
Si  5.5327  5.4102  5.48  0.1911  -1.0639  -0.111
Si  8.1121  7.9473  5.4324  0.6422  1.1876  -0.1076
Si  1.4917  1.2618  6.7876  -1.1463  -0.2569  0.1221
Si  4.3564  4.0016  6.9642  -1.3783  0.9059  -0.6695
Si  1.3953  6.8927  6.8389  0.5664  -0.709  0.9241
Si  4.2664  9.5456  6.7559  -0.689  -0.654  0.7345
Si  7.0659  1.4506  6.9111  -0.2246  -0.9715  0.8239
Si  9.594  4.0529  6.8594  0.8034  -0.1594  0.3779
Si  6.8292  6.7205  6.9  -0.423  -0.0533  0.6332
Si  9.5215  9.388  6.7206  -0.0701  0.0345  0.7145
Si  0.1764  2.7292  8.142  -0.5128  0.84  -0.4452
Si  2.878  -0.12  8.0423  -0.2166  -1.0338  -0.4171
Si  -0.0788  8.0971  8.2168  0.1275  0.8358  -0.0768
Si  2.9515  5.5948  8.2399  0.2801  0.3037  0.1107
Si  5.6423  2.6694  8.2996  0.496  0.5966  0.7636
Si  8.3659  -0.1324  8.1606  0.3831  -0.4137  -0.1467
Si  5.5201  8.1672  8.338  -0.0097  0.3485  -0.488
Si  8.1479  5.358  8.2907  1.0771  0.4663  -0.6854
Si  1.5166  4.2494  9.4539  0.8767  -1.8421  -0.1604
Si  4.2311  1.1135  9.3384  0.3664  0.7883  -0.3905
Si  1.3962  9.5464  9.4579  0.136  0.0083  0.4395
Si  4.1946  7.099  9.9816  -0.2485  -1.2392  -0.0969
Si  6.9769  4.2809  9.8795  -0.7008  -1.5682  0.0208
Si  9.7764  1.252  9.4923  0.0378  0.2006  -0.2546
Si  7.0497  9.4043  9.63  0.0088  0.9087  -0.3711
Si  9.5675  6.628  9.7136  0.1828  -0.0986  0.0877
Si  0.6386  0.4067  10.6838  0.1774  -0.0838  -0.7887
Si  2.9358  2.5487  10.5  -0.4469  0.643  1.692
Si  0.3754  5.5711  10.8992  -0.6022  1.4528  0.5124
Si  2.3192  8.1123  11.1995  -0.8656  0.3675  1.3359
Si  5.83  0.1391  10.6168  0.3243  -1.7751  1.2855
Si  8.1181  2.3279  10.7394  -0.7113  0.2475  1.3676
Si  5.9234  5.9452  11.3025  -0.6255  -0.1776  1.34
Si  8.2635  8.002  11.1436  -1.2587  -0.1317  0.4319
Si  1.2455  4.4453  13.3492  2.1353  1.6616  0.6492
Si  7.5299  2.4882  18.5439  -0.6436  0.8147  -1.4241
Si  12.6857  5.9808  15.8894  1.0899  -0.3535  -1.8289
Si  5.3614  0.1799  13.567  -0.4081  2.6076  -1.0995
Si  13.8159  2.1423  14.2215  -0.131  -1.1049  1.7522
Si  9.9726  9.9495  13.139  0.4019  -1.3716  1.0755
Si  4.8026  6.4084  16.571  0.5094  0.6703  -1.1475
Si  -6.4271  -1.4377  15.8167  0.8503  -0.4538  1.3674
Si  1.8715  -2.1243  14.2824  -0.9129  0.4928  1.3365
Si  4.0625  4.3213  12.8978  -1.8672  0.1345  1.1158
Si  10.9224  -0.9725  18.4135  0.0289  -0.1328  -0.3846
Si  13.4795  3.0877  19.0589  1.459  -1.7637  0.1382
Si  8.2531  -2.7556  18.4786  0.0292  1.9548  -0.659
Si  1.1672  5.7383  18.7498  -0.2672  -1.4987  2.2588
Si  9.4128  -8.0601  16.2665  0.391  0.7565  -0.3507
Si  7.5671  5.2562  17.1451  -1.1101  -0.1286  -0.2503
Si  4.0486  5.5142  19.1967  2.2911  1.9758  -0.0822
Si  12.0919  1.5904  16.8119  0.5733  -2.4138  1.0448
Si  8.3149  1.4944  13.6432  -1.5059  -0.7596  1.8733
Si  5.9216  10.6199  18.445  -1.4561  2.0435  -0.1496
O  -0.4099  -0.1385  -1.7601  0.7576  0.1785  1.4334
O  -5.5916  -0.8279  -6.8252  0.3414  -0.2593  0.2575
O  1.3155  4.1604  0.1429  -1.1085  2.1389  -0.3382
O  6.7667  4.1844  -0.2118  0.8392  -1.0048  0.4871
O  1.2487  -6.941  -2.6455  -0.9493  1.9156  -0.6113
O  0.0423  6.0577  -1.5046  0.3906  -0.2896  -0.8252
O  1.6927  9.8586  -0.4017  -0.0348  -0.3543  -0.5678
O  1.0145  8.919  -2.7388  0.8878  0.5525  0.4404
O  6.8707  -1.5945  -0.0973  0.2792  0.2942  -0.024
O  2.8129  2.486  -1.0344  -0.064  -0.2369  -2.0323
O  0.965  -6.0736  -6.6657  0.6724  0.2362  0.5702
O  7.8537  2.296  -1.4633  1.0373  -0.3054  1.3695
O  4.6913  5.6679  -0.9245  0.9105  -0.2066  1.342
O  6.8955  -1.6258  -3.1679  2.4386  -2.312  -0.1389
O  8.2874  7.7623  -1.4777  -0.1198  0.1868  1.3617
O  6.3741  12.1834  -3.3398  -1.1293  -1.7445  0.1287
O  -0.034  -0.1457  12.0046  0.2357  0.049  0.1262
O  6.6919  1.1754  13.7615  -0.37  -0.2924  -0.2538
O  4.0027  3.3234  11.6235  -1.2005  -1.2314  -0.9888
O  1.8909  1.3609  11.1451  0.0685  0.7714  -0.6041
O  0.0465  4.8707  12.3613  0.0078  -0.5071  -0.2264
O  1.1434  6.9467  11.409  0.741  0.539  -0.7181
O  2.3353  8.8371  12.7992  1.1234  -1.0304  -2.4942
O  11.1922  -1.6771  14.1454  -0.169  0.5488  -0.1773
O  5.4861  -0.5724  12.1067  -0.3705  1.1767  0.0297
O  2.7154  5.2987  12.8847  -1.4782  -1.9753  0.2586
O  6.695  1.4711  10.8942  1.1973  0.2577  -0.0911
O  8.6462  2.3059  12.3303  0.1927  0.5926  -1.8021
O  5.3299  5.2373  12.7757  2.0445  1.5269  -1.9024
O  6.9772  7.1087  11.8323  0.9308  -0.0813  -0.8063
O  2.6132  6.2175  19.2967  -0.9639  0.1325  -0.0592
O  9.0248  8.8165  12.3378  0.7489  0.516  0.656
O  6.1399  5.5631  16.1948  2.3167  -0.6938  0.9499
O  -1.339  -1.7676  17.991  -0.3217  -0.5078  -0.232
O  3.7558  11.978  13.6369  1.8984  -0.8318  -0.493
O  13.898  -1.4373  15.4043  -2.2566  -0.6063  -1.3757
O  14.862  3.4291  14.402  -0.5499  -0.6276  -1.272
O  15.9031  -3.143  15.9237  -0.5536  -0.0122  0.645
O  8.1142  -4.1989  17.6954  -0.403  -0.3243  -0.4003
O  8.8019  2.4201  14.8737  -0.024  -0.369  -0.2416
O  11.3394  0.1582  17.2862  0.3134  -0.2561  0.0836
O  9.0328  11.0565  13.8516  0.0333  -0.7192  -0.211
O  8.6867  13.1091  17.5709  -0.5946  0.1725  0.8234
O  12.9973  12.3905  15.5598  0.502  1.032  -1.0162
O  2.2293  1.9608  17.9882  -0.2109  0.2141  -0.2954
O  18.1015  -6.8817  18.3841  0.7724  -0.9529  -1.3738
O  3.4789  -5.2617  16.0395  -1.68  0.4355  0.1864
O  -6.1175  -0.6645  17.2643  0.2814  -0.0501  -0.349
O  1.5285  13.8291  13.371  0.5013  -0.1454  0.1106
O  10.9259  2.6178  16.509  -0.2831  1.1504  -0.6307
O  11.9549  -4.8572  17.2513  -0.5197  -0.2905  0.9056
O  5.3648  -0.1987  19.9391  0.389  -0.0265  0.9759
O  8.9138  -6.4897  16.321  -1.2113  1.1597  1.0444
O  1.6594  -3.5353  15.0379  0.3108  0.1927  -0.2977
O  4.8438  6.5314  18.1667  -0.4645  -0.824  0.7922
O  3.9611  3.9954  18.6801  -1.1477  -0.2383  -0.1795

Results
free energy: -36824.817 eV
free energy less fixed offsets of O -463.61, Si -117.95 eV per atom: -11.257 eV
pressure: -3.12 GPa
stress xx, yy, zz, yz, xz, xy (GPa, positive in tension): 3.64, 3.56, 2.15, 0.67, 2.56, 0.03

The program warned: the forces do not sum to zero within the program's tolerance.
